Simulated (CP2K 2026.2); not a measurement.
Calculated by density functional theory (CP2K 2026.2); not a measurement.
Periodic cell of 1182 atoms, Si850O332, from a study of silicon, its oxide and their interface. The atomic structure is a simulated model.
Doubt: the forces sum to 4.16 eV/angstrom along one axis rather than to zero, so they err by at least 0.0035 eV/angstrom per atom on average; the grid cutoff is modest.

Settings: functional PBE; method Gaussian and plane waves; basis set DZVP-MOLOPT-SR-GTH; pseudopotentials GTH-PBE; grid cutoff 350 Ry, relative cutoff 50 Ry; k points Gamma only; occupations fixed; spin none; net charge 0.

Cell vectors (angstrom)
a	16.4025	0	0
b	0	32.805	0
c	0	0	40.268

Atoms and the computed forces on them: element, x, y, z (angstrom), force x, y, z (eV/angstrom)
Si	0.4394	32.2428	0.1328	0.2112	-0.0108	0.1723
Si	2.4634	3.0955	40.1814	-0.1548	-0.1176	0.4876
Si	0.134	5.3228	0.0054	-0.0182	0.077	0.146
Si	2.6712	8.5199	0.1673	-0.2118	-0.0907	0.334
Si	0.2928	10.7105	0.2685	0.1103	0.0136	0.1468
Si	3.1102	13.3384	40.1476	-0.1856	-0.0399	-0.0272
Si	16.3158	16.8565	0.1095	0.1854	0.1266	-0.0719
Si	2.2251	19.5796	0.2672	0.0802	0.0321	0.1558
Si	16.2643	21.8038	0.1523	0.1181	-0.1589	-0.0306
Si	2.1386	24.9618	0.0156	-0.2301	0.324	0.0046
Si	0.0538	27.3092	0.3007	0.1123	-0.0821	-0.0747
Si	2.6624	30.0355	0.2783	-0.1355	-0.1069	0.0021
Si	5.063	32.6203	39.9837	0.2609	0.0533	0.372
Si	8.4974	2.51	0.4181	0.1213	-0.0624	-0.4057
Si	5.2144	5.6468	40.0784	0.3857	-0.35	0.2418
Si	8.5261	7.8092	0.0329	0.3935	0.0244	0.1096
Si	5.4004	11.2098	0.0794	0.0589	-0.0595	-0.0294
Si	8.9221	13.5023	40.0958	-0.1112	0.1701	0.2138
Si	5.2101	16.2803	40.0328	0.3293	0.1086	0.3432
Si	8.0031	19.2411	0.3292	0.0361	0.1257	-0.2877
Si	5.6242	21.4367	40.1712	0.1074	-0.151	0.2
Si	8.6217	24.1384	40.178	0.0383	-0.0672	0.1174
Si	4.977	27.9529	40.1045	-0.2589	0.0524	0.0333
Si	8.4871	30.2925	40.0696	-0.012	-0.1484	0.3974
Si	10.7723	0.4576	0.1778	0.091	0.068	-0.1803
Si	12.9281	3.2563	40.2595	0.1882	0.0844	-0.0642
Si	10.8342	5.5746	0.4427	-0.0326	0.0261	-0.5164
Si	13.2073	8.8351	0.2466	-0.216	0.0283	-0.1022
Si	10.967	11.0541	0.28	-0.1739	-0.2181	-0.2574
Si	13.7952	13.6274	39.5548	-0.0676	0.0163	0.3067
Si	10.3324	16.9983	0.2927	0.1147	0.2035	-0.1678
Si	13.8561	18.8274	0.1077	-0.1213	0.0827	-0.0726
Si	10.9231	21.927	0.3843	-0.0674	-0.2254	-0.0142
Si	13.7122	24.7853	0.2284	-0.0729	0.103	0.2009
Si	11.387	26.9146	40.2122	0.1602	0.0531	0.4115
Si	14.3702	29.6722	0.0333	-0.0009	-0.1203	0.0552
Si	1.4104	1.3402	1.244	0.0139	-0.003	-0.3349
Si	4.1433	4.0829	1.279	-0.1244	0.1212	-0.1828
Si	1.3829	6.8571	1.3623	0.1235	-0.0606	-0.4613
Si	4.2752	9.6455	1.4656	-0.0443	0.1275	-0.2504
Si	1.449	12.4292	1.3497	0.0193	-0.0958	-0.2536
Si	4.1846	14.895	1.3364	-0.1959	0.0732	-0.0498
Si	1.3042	17.887	1.6482	-0.0325	0.1689	-0.1206
Si	4.0596	20.5234	1.4257	-0.2504	-0.0166	-0.0938
Si	1.1062	23.4032	1.4555	0.1012	-0.0826	-0.1504
Si	3.9854	26.1041	1.135	-0.0897	0.069	-0.1633
Si	1.3926	28.6568	1.6522	-0.103	0.0986	-0.3341
Si	4.0637	31.4356	1.4823	0.0006	0.0997	-0.2703
Si	6.7102	1.1954	1.2399	0.0066	0.0082	-0.3223
Si	9.5753	4.1072	1.7523	-0.142	-0.0941	-0.1052
Si	6.7694	6.8499	1.3151	0.0324	-0.2144	-0.1356
Si	9.53	9.5885	1.3988	-0.1425	-0.3049	-0.1325
Si	7.0138	12.5012	1.213	0.0494	-0.1232	-0.2538
Si	9.5445	15.1228	1.4966	-0.0303	-0.0405	-0.1771
Si	6.6021	17.7074	1.3304	-0.3088	-0.2872	-0.2667
Si	9.534	20.4516	1.6049	0.14	0.2828	-0.1897
Si	6.762	23.1795	1.1394	0.127	0	-0.2389
Si	9.5967	25.962	1.2052	0.0261	0.0001	-0.2266
Si	6.7907	28.9572	1.1072	0.1032	0.0348	-0.2725
Si	9.6749	31.5279	1.3811	-0.0145	0.1738	-0.2483
Si	12.2857	1.5564	1.5525	-0.074	-0.0028	-0.1601
Si	14.8619	4.1626	1.2292	-0.089	0.061	-0.2487
Si	12.296	7.0072	1.5251	0.0078	0.2364	-0.1517
Si	14.9332	9.7606	1.5425	0.0886	-0.0142	-0.1323
Si	12.4328	12.5292	1.2626	0.1967	0.1641	-0.2735
Si	15.0496	15.0215	0.9918	-0.0203	0.2824	-0.1365
Si	12.2472	17.7734	1.4697	-0.1435	0.133	-0.2294
Si	14.8902	20.4929	1.4978	-0.0134	-0.1797	-0.2477
Si	12.4821	23.209	1.5546	0.0593	0.1326	-0.3331
Si	15.0555	26.0359	1.6641	-0.0701	-0.1105	-0.3398
Si	12.4638	28.6873	1.2041	0.1221	-0.2111	-0.2729
Si	15.2466	31.2653	1.5536	0.0272	-0.0134	-0.0345
Si	16.3018	2.6992	2.5963	0.1144	0.0784	-0.187
Si	2.7469	0.0788	2.7641	-0.1228	0.1579	0.0769
Si	16.3715	8.2314	2.7231	0.013	0.0322	0.2335
Si	2.7708	5.4686	2.6934	-0.0369	-0.0196	0.0908
Si	16.3906	13.8036	2.6045	0.0738	-0.1911	-0.0854
Si	2.7941	11.007	2.7354	-0.0278	-0.0184	0.3597
Si	16.3141	19.2325	2.921	0.0535	0.0036	0.2309
Si	2.7658	16.3622	2.7172	0.0941	0.03	-0.1506
Si	16.3287	24.6433	2.9925	0.0119	-0.0969	0.1335
Si	2.6778	22.0224	2.7124	-0.0103	-0.0578	-0.0887
Si	0.0782	30.0165	3.0204	-0.0245	-0.0079	0.2316
Si	2.8097	27.2868	2.8313	0.0496	-0.0776	0.1359
Si	5.4737	2.672	2.6687	-0.0287	0.0721	-0.0791
Si	8.1645	32.7871	2.7208	-0.0476	-0.0678	0.0388
Si	5.5562	8.2308	2.7879	0.048	0.0544	0.0778
Si	8.0741	5.5003	2.842	-0.1592	-0.0128	0.0552
Si	5.5923	13.6863	2.753	0.0398	-0.0511	-0.0179
Si	8.1697	11.0164	2.6953	0.0654	-0.1082	-0.0294
Si	5.3406	19.0829	2.7875	-0.0619	0.0668	0.0849
Si	8.0363	16.3933	2.7602	-0.1591	-0.0792	0.1376
Si	5.4172	24.6781	2.4871	0.0626	-0.0872	-0.1047
Si	8.1053	21.9244	2.737	0.0543	0.1079	0.3272
Si	5.5365	30.1395	2.7416	0.1251	-0.0838	0.0814
Si	8.1623	27.428	2.4835	0.1071	-0.0177	-0.1192
Si	10.971	2.7739	3.0234	0.0213	0.0312	0.3142
Si	13.7486	0.0013	2.6991	-0.0049	0.0018	-0.1715
Si	10.8912	8.3054	2.8625	-0.0934	0.0385	0.1094
Si	13.702	5.5609	2.7673	0.0149	0.0246	0.0024
Si	11.0258	13.7817	2.742	0.0469	0.1477	0.1141
Si	13.6567	11.19	2.8196	0.1196	0.0221	0.1716
Si	10.9362	19.1156	2.9017	0.0677	0.0226	0.1006
Si	13.68	16.3079	2.6472	-0.0557	-0.0427	-0.0601
Si	10.9495	24.6326	2.7238	-0.1038	0.0704	0.2332
Si	13.6724	21.8369	2.9577	0.0088	-0.0222	0.0503
Si	11.0579	30.079	2.6116	0.0627	-0.1431	0.005
Si	13.6451	27.4244	2.8544	-0.1153	0.1339	0.1129
Si	1.3247	4.0863	4.0166	0.0741	-0.0078	-0.1359
Si	4.1101	1.4151	4.132	-0.0154	-0.1134	-0.0051
Si	1.3803	9.6093	4.0937	-0.004	0.0831	-0.2258
Si	4.1165	6.8545	4.0953	-0.0377	-0.1089	-0.0211
Si	1.343	15.0775	4.0761	-0.0072	0.0509	0.0353
Si	4.1662	12.3457	4.1298	-0.1032	-0.1343	-0.1982
Si	1.3691	20.617	4.1776	-0.0986	-0.0151	-0.1837
Si	4.0294	17.7321	4.1734	0.1618	0.0052	-0.0378
Si	1.3983	25.9858	4.233	0.0816	0.0172	-0.0298
Si	4.1162	23.3497	4.0332	-0.1137	-0.0096	-0.0232
Si	1.4464	31.4979	4.2092	-0.0532	-0.0656	-0.0566
Si	4.1712	28.7351	4.1172	-0.0126	-0.077	-0.0331
Si	6.7644	4.0519	4.1386	0.0592	0.1179	-0.0079
Si	9.5111	1.342	4.1761	0.0157	0.1193	-0.0387
Si	6.864	9.6401	4.1403	0.0093	0.0337	0.0085
Si	9.5141	6.8761	4.1739	-0.0186	0.1768	-0.0764
Si	6.8018	15.0519	4.2183	-0.0104	0.1404	-0.0546
Si	9.6105	12.3439	4.0664	-0.0225	0.0028	-0.1308
Si	6.7613	20.4996	4.1109	0.099	0.0646	-0.1943
Si	9.4848	17.744	4.1357	0.1167	-0.1131	-0.0187
Si	6.8243	26.0238	3.9132	-0.0127	0.0378	-0.0079
Si	9.5316	23.2815	4.1148	-0.0457	0.0049	-0.25
Si	6.8643	31.458	4.1663	0.03	0.002	-0.051
Si	9.5911	28.7196	3.9512	-0.0713	0.077	-0.0352
Si	12.3638	4.2127	4.2149	-0.0013	-0.114	0.0188
Si	15.0598	1.3668	4.1015	0.0215	0.0362	0.0359
Si	12.3048	9.7098	4.1503	-0.0832	-0.0704	-0.052
Si	15.0632	6.8821	4.1582	0.0444	0.0137	-0.0525
Si	12.3451	15.0852	4.1731	0.0858	-0.1573	-0.062
Si	15.1178	12.4554	4.1235	-0.2058	0.005	-0.0088
Si	12.257	20.5083	4.2575	-0.09	0.0037	0.0381
Si	14.9681	17.7322	4.1419	0.0533	0.1229	-0.1497
Si	12.2654	26.0112	4.1719	-0.0357	-0.0543	-0.2387
Si	15.0037	23.2305	4.2962	0.0963	0.008	0.0539
Si	12.3456	31.45	4.0611	-0.0408	0.0078	0.0309
Si	15.0277	28.6969	4.2865	0.0067	0.0391	-0.0754
Si	0.0038	32.8045	16.4664	-0.0103	0.0093	0.0008
Si	2.7306	2.7294	16.4482	0.0324	-0.0308	-0.0027
Si	16.3994	5.4691	16.4393	0.0014	0.0018	-0.0005
Si	2.7286	8.1902	16.4364	0.0189	-0.002	-0.0078
Si	16.399	10.9404	16.4359	-0.0117	0.0122	-0.001
Si	2.7321	13.6786	16.4165	-0.0114	0.016	-0.0079
Si	0.0142	16.4228	16.3961	-0.0066	-0.0132	-0.0012
Si	2.7356	19.1518	16.4071	-0.0089	0.0054	0.0025
Si	0.0219	21.8728	16.4317	0.002	-0.0136	0.0065
Si	2.7476	24.5935	16.4562	0.0243	-0.0253	0.0108
Si	0.0163	27.3247	16.4726	0.0036	-0.0032	0.0023
Si	2.728	30.0601	16.4827	0.0002	0.0167	0.0057
Si	5.4566	32.7994	16.4782	0.0112	0.0003	-0.0016
Si	8.1848	2.7293	16.4639	-0.0035	0.03	-0.0041
Si	5.4547	5.4574	16.4335	0.0073	0.0111	-0.0004
Si	8.2021	8.189	16.4057	-0.0088	0.0145	0.0007
Si	5.4709	10.9212	16.403	0.0141	0.0032	-0.0122
Si	8.224	13.6641	16.4009	0.0258	-0.0096	-0.0115
Si	5.4736	16.4156	16.4134	0.003	-0.0045	-0.0025
Si	8.2175	19.1599	16.4243	-0.0077	-0.0015	0.0016
Si	5.4681	21.8812	16.4268	-0.0161	0.0127	0.0008
Si	8.2119	24.6002	16.441	0.0175	-0.021	-0.0007
Si	5.4627	27.3194	16.4681	0.0199	0.0033	0.0032
Si	8.1943	30.0501	16.4686	0.0124	0.0012	-0.0045
Si	10.9337	32.7925	16.4581	-0.0063	0.0061	-0.0072
Si	13.6711	2.7258	16.4535	0.0234	-0.0209	-0.0128
Si	10.9258	5.4577	16.4441	0.0251	-0.001	0.0116
Si	13.6664	8.2071	16.4311	-0.022	0.0123	-0.0018
Si	10.9449	10.9311	16.405	-0.0122	0.0137	-0.0007
Si	13.6847	13.6773	16.401	0.0054	-0.0147	0.0025
Si	10.9751	16.4141	16.4066	0.0243	-0.0403	-0.0036
Si	13.7064	19.1534	16.418	0.0009	-0.0332	0.0062
Si	10.9572	21.8844	16.4422	-0.0092	0.0044	-0.0049
Si	13.6931	24.6005	16.4596	0.0017	0.0062	0.0077
Si	10.9444	27.3213	16.4508	-0.0004	0.009	-0.007
Si	13.6794	30.0563	16.4517	-0.0036	0.0176	-0.0061
Si	1.3708	1.3734	17.8339	-0.0003	0.0234	-0.008
Si	4.0844	4.1027	17.8167	0.0054	0.002	-0.0128
Si	1.3585	6.8309	17.8156	-0.0201	-0.0034	0.0179
Si	4.1125	9.5553	17.7807	0.0022	0.0466	-0.0001
Si	1.363	12.3198	17.7906	0.0282	0.0036	0.0177
Si	4.0959	15.0539	17.7737	0.0107	-0.0244	0.0108
Si	1.3706	17.788	17.7688	0.0052	-0.0194	-0.0024
Si	4.09	20.5162	17.7784	0.0484	-0.0237	-0.0099
Si	1.3924	23.2114	17.8197	-0.0323	0.0085	-0.0116
Si	4.1153	25.9368	17.8463	-0.0324	0.0152	0.0065
Si	1.374	28.6804	17.8631	0.0157	-0.0026	0.0081
Si	4.0921	31.4265	17.8544	-0.0109	0.0055	-0.0105
Si	6.8099	1.3762	17.8483	-0.0077	-0.0583	-0.0113
Si	9.5516	4.1007	17.8271	-0.0176	-0.0369	0.0096
Si	6.8307	6.831	17.7761	-0.002	-0.0268	-0.0157
Si	9.5809	9.5492	17.759	-0.0122	0.0052	-0.0033
Si	6.8496	12.2864	17.7474	-0.019	-0.0188	-0.0026
Si	9.6218	15.0196	17.7475	-0.0648	0.0118	-0.0081
Si	6.8431	17.788	17.7699	0.0004	-0.01	0.0117
Si	9.5828	20.5236	17.8005	0.0268	-0.0167	0.0109
Si	6.8404	23.2329	17.7974	0.018	0.0172	-0.0113
Si	9.5855	25.9447	17.8172	-0.0188	0.0083	-0.0032
Si	6.8291	28.6733	17.8415	-0.0009	0.0114	-0.0142
Si	9.568	31.4158	17.8248	0.018	0.0175	-0.0108
Si	12.3125	1.3461	17.8211	-0.0214	0.0228	-0.0134
Si	15.0341	4.1076	17.8111	-0.0055	-0.0275	-0.0012
Si	12.3002	6.8345	17.7937	-0.0054	0.0174	0.003
Si	15.0248	9.5772	17.8061	0.0149	-0.0149	0.0166
Si	12.3196	12.3027	17.7574	0.022	0.021	-0.012
Si	15.0531	15.0566	17.7512	0.0023	0.0034	-0.0076
Si	12.3573	17.7718	17.7737	-0.0251	0.031	0.0091
Si	15.0778	20.4991	17.8052	0.0197	0.0399	0.003
Si	12.3348	23.2253	17.8281	-0.0274	-0.0092	0.0056
Si	15.0778	25.9355	17.8461	-0.0405	0.0142	0.0033
Si	12.323	28.6714	17.8139	0.0049	0.0175	-0.0066
Si	15.0436	31.4184	17.824	-0.009	-0.026	-0.0196
Si	0.0077	2.7624	19.1877	-0.0343	-0.0215	-0.0451
Si	2.7242	0.0034	19.2188	0.0464	-0.0476	0.019
Si	16.3822	8.2003	19.1739	0.0061	0.0241	-0.0206
Si	2.7185	5.4602	19.194	0.0232	-0.0328	-0.0097
Si	16.3983	13.7154	19.1399	-0.0471	0.0072	0.0067
Si	2.7366	10.9274	19.1238	0.0487	-0.0008	-0.012
Si	0.0321	19.1259	19.1835	-0.0004	0.0028	0.001
Si	2.7309	16.4378	19.1367	-0.0293	-0.003	0.0079
Si	0.0526	24.5572	19.2193	0.0428	-0.0572	-0.0044
Si	2.7332	21.8321	19.1998	0.0005	0.0538	0.0265
Si	16.3934	30.0565	19.2164	-0.0625	0.092	0.0173
Si	2.7381	27.2823	19.2251	0.0341	0.017	-0.0004
Si	5.4366	2.76	19.2177	-0.043	0.0105	0.0375
Si	8.1817	32.7803	19.1792	0.0029	0.0301	0.0033
Si	5.4755	8.1844	19.1519	0.0124	-0.0123	0.0007
Si	8.1717	5.4872	19.1798	-0.0626	0.0712	0.0089
Si	5.471	13.6526	19.0884	0.0121	0.0262	-0.018
Si	8.2197	10.917	19.1074	-0.0296	0.0513	-0.0012
Si	5.4578	19.1579	19.1267	-0.0465	0.0423	0.0057
Si	8.2519	16.4009	19.0654	0.0571	-0.0687	-0.0166
Si	5.4849	24.5531	19.2102	0.0626	-0.0567	0.0057
Si	8.192	21.8757	19.1728	-0.0087	0.0619	0.0111
Si	5.4439	30.0245	19.212	0.0364	0.022	0.0141
Si	8.1937	27.2762	19.1884	0.0304	-0.0176	-0.0028
Si	10.9371	2.7197	19.1677	0.0532	-0.0419	-0.0105
Si	13.6707	32.7679	19.1936	0.0043	-0.0219	0.0302
Si	10.9228	8.1898	19.1548	0.0461	-0.0189	-0.0022
Si	13.6655	5.4809	19.1699	0.018	0.0098	-0.0135
Si	10.9912	13.6713	19.1383	0.0108	-0.0516	0.0552
Si	13.6487	10.9525	19.1617	-0.0471	0.0462	0.0192
Si	11.0014	19.1584	19.1128	-0.0385	-0.0328	-0.0244
Si	13.7298	16.4132	19.1542	0.0361	-0.0961	0.0154
Si	10.9492	24.5772	19.1934	0.0109	-0.0202	0.002
Si	13.7369	21.8687	19.1842	-0.0247	-0.0335	0.0012
Si	10.9439	30.0267	19.172	-0.0067	0.0295	0.0072
Si	13.6906	27.302	19.1879	0.0044	-0.0045	-0.02
Si	1.3309	4.1414	20.6021	0.0216	-0.0032	0.0848
Si	4.0487	1.4102	20.6012	0.0026	-0.0075	0.0345
Si	1.365	9.5804	20.4978	-0.0237	0.014	0.0008
Si	4.1013	6.8298	20.5316	0.0411	0.0105	0.0201
Si	1.3539	15.0961	20.5086	0.0484	0.0003	0.0372
Si	4.1136	12.2937	20.4697	-0.0557	-0.0277	-0.0155
Si	1.3925	20.4521	20.5974	-0.0589	-0.037	0.0594
Si	4.0854	17.8175	20.5003	0.0965	0.0035	-0.0022
Si	1.418	25.8886	20.6207	-0.0314	-0.0096	0.0369
Si	4.1238	23.1635	20.5687	-0.0307	0.0065	0.0196
Si	1.3581	31.4304	20.5863	0.0162	-0.0523	0.0158
Si	4.1052	28.6294	20.6037	-0.0448	-0.0015	0.0562
Si	6.7938	4.1581	20.5774	0.0457	-0.0123	0.0267
Si	9.5831	1.3256	20.5196	-0.0628	-0.0263	-0.0156
Si	6.8753	9.5447	20.4869	-0.0199	0.0142	0.0441
Si	9.5457	6.8494	20.5465	0.0049	-0.021	0.0511
Si	6.8774	15.0217	20.3834	-0.0241	-0.015	-0.0628
Si	9.6107	12.2657	20.454	-0.011	0.0144	-0.0228
Si	6.8	20.512	20.5166	-0.0209	-0.0613	0.011
Si	9.6362	17.758	20.4102	-0.0084	0.0406	-0.0374
Si	6.8591	25.8968	20.5963	0.0466	0.0631	0.0564
Si	9.5561	23.2255	20.5606	-0.0038	-0.0184	-0.0012
Si	6.8084	31.4126	20.5505	-0.0264	0.0009	0.0023
Si	9.5809	28.6384	20.5165	-0.0251	-0.0091	0
Si	12.276	4.131	20.5177	-0.0517	-0.0419	0.008
Si	15.0502	1.3653	20.5104	0.0743	0.0652	-0.0317
Si	12.2766	9.5608	20.5188	0.0009	-0.0269	0.0143
Si	15.0171	6.8416	20.5653	-0.0317	-0.0315	0.0321
Si	12.3736	15.0425	20.5171	0.0288	0.0307	0.0047
Si	15.002	12.3731	20.4952	0.0386	-0.0035	0.0154
Si	12.3747	20.4847	20.5152	-0.0034	0.0402	0.0192
Si	15.0925	17.7546	20.5633	0.0108	0.0131	0.0739
Si	12.3592	25.9056	20.552	0.0055	0.032	0.0368
Si	15.1238	23.1737	20.6045	-0.0003	0.0561	0.027
Si	12.3177	31.3583	20.5642	0.0024	-0.0022	-0.0073
Si	15.0367	28.6603	20.5778	0.0044	0.0024	0.0571
Si	0.0134	0.0587	21.9302	-0.188	0.0106	0.0639
Si	2.6444	2.7624	22.0185	0.0169	0.0985	-0.0209
Si	16.389	5.5411	22.004	0.0341	-0.0472	0.0251
Si	2.711	8.1879	21.86	-0.0141	0.0268	0.0497
Si	16.3835	10.9966	21.7841	0.0764	-0.0353	-0.0182
Si	2.7316	13.6904	21.781	-0.0211	0.0215	0.0014
Si	0.0809	16.4573	22.0045	-0.1608	-0.0595	0.0956
Si	2.7601	19.1122	22.014	-0.0154	-0.0131	0.0153
Si	0.0318	21.7576	22.0258	0.1067	-0.0303	0.1124
Si	2.8243	24.5094	21.9938	-0.0298	-0.0819	0.031
Si	0.0128	27.277	21.9273	0.0414	-0.0036	-0.0412
Si	2.6872	29.9892	21.9375	0.0411	0.1491	0.0852
Si	5.4558	0.0249	21.9011	-0.0428	-0.0952	0.0465
Si	8.2571	2.7814	21.8214	-0.0944	-0.0868	-0.0307
Si	5.4266	5.5266	22.0046	-0.1035	0.0299	0.16
Si	8.2333	8.2467	21.9513	-0.061	-0.0915	0.0317
Si	5.4908	10.9033	21.8028	0.1482	-0.0006	0.0582
Si	8.2562	13.6822	21.7294	-0.0232	-0.1022	0.074
Si	5.5386	16.4226	21.6885	-0.1285	0.015	0.0418
Si	8.2319	19.0966	21.7121	0.0639	-0.0469	0.0429
Si	5.4018	21.7675	21.994	0.0746	0.1318	0.1578
Si	8.2055	24.5388	22.0242	-0.0602	0.0136	0.2368
Si	5.4706	27.2218	21.9815	0.0024	-0.047	-0.0812
Si	8.1662	29.9667	21.8536	0.1646	0.0281	0.0074
Si	10.9053	32.7015	21.8892	-0.0359	0.0428	0.0332
Si	13.6831	2.7659	21.8086	0.0665	-0.0931	0.0074
Si	10.8833	5.46	21.9139	0.0635	0.0949	0.1103
Si	13.6253	8.2065	21.9058	-0.0686	0.0552	-0.0107
Si	10.8768	10.8722	21.8968	0.0752	0.1242	0.0295
Si	13.7029	13.7132	21.9721	0.0007	0.0013	0.1933
Si	11.0373	16.4821	21.8111	-0.1223	-0.0502	0.0259
Si	13.7113	19.1072	21.9212	0.1099	0.008	0.0155
Si	10.9778	21.8452	21.8299	0.0753	-0.0258	0.0026
Si	13.7782	24.5797	21.9378	-0.1012	-0.0394	0.0425
Si	10.9469	27.2551	21.8709	-0.0231	0.0013	0.1467
Si	13.6474	29.9719	21.9898	0.0109	-0.0463	0.1098
Si	1.223	1.465	23.4553	-0.0463	-0.063	0.1005
Si	3.9619	4.1824	23.3869	-0.0858	0.16	-0.0771
Si	1.3562	6.9793	23.3927	0.1327	-0.0056	0.0438
Si	4.1246	9.5235	23.165	0.0217	-0.1442	-0.1126
Si	1.3304	12.3631	23.1416	-0.1676	0.1325	0.022
Si	4.1799	15.0765	23.0078	0.0337	0.0448	-0.2653
Si	1.4795	17.7679	23.4892	-0.0498	-0.0153	0.0905
Si	4.0981	20.3829	23.5023	-0.0201	0.0782	0.1287
Si	1.5252	23.061	23.3527	0.0748	-0.0699	-0.1528
Si	4.1887	25.8281	23.4374	0.1354	-0.1202	0.146
Si	1.3644	28.5568	23.3525	-0.0432	-0.0048	0.09
Si	4.0146	31.4638	23.2228	-0.1437	0.0408	-0.2067
Si	6.9224	1.4274	23.1511	0.0884	0.0939	-0.158
Si	9.5577	4.0603	23.3185	0.034	-0.0011	0.1362
Si	6.869	6.9205	23.3506	-0.0339	0.0042	-0.0237
Si	9.5598	9.5707	23.4364	0.0282	0.0493	0.1606
Si	6.9505	12.255	23.0791	0.0453	-0.0906	-0.1469
Si	9.6143	15.104	23.0279	0.1093	-0.029	-0.1735
Si	6.9023	17.7334	23.0705	-0.0027	0.0656	-0.149
Si	9.609	20.3928	23.0708	-0.1484	-0.009	-0.1471
Si	6.7495	23.1292	23.3731	-0.0245	0.147	-0.1361
Si	9.6531	25.9579	23.3596	0.1419	0.0337	-0.1145
Si	6.8425	28.6211	23.2701	0.0608	-0.0102	-0.0057
Si	9.542	31.2423	23.2512	-0.0675	-0.1233	-0.0204
Si	12.3173	1.3623	23.085	0.0194	0.0406	-0.2022
Si	14.9546	4.1268	23.2727	-0.0437	-0.0398	-0.1421
Si	12.1811	6.8879	23.2883	-0.1384	-0.0929	-0.0523
Si	15.0427	9.6398	23.1433	-0.0317	0.0652	-0.2225
Si	12.2355	12.2542	23.2107	-0.0649	-0.0549	-0.185
Si	15.0879	15.1439	23.4043	0.1174	-0.0944	0.1601
Si	12.319	17.8214	23.3138	0.0367	-0.0324	0.0269
Si	15.0644	20.3334	23.4255	-0.0593	-0.0497	-0.0449
Si	12.3753	23.1712	23.199	-0.0161	0.0442	-0.1219
Si	15.1198	25.9498	23.3732	-0.0043	0.016	0.0552
Si	12.257	28.5015	23.3731	0.0975	-0.0808	-0.0028
Si	15.0719	31.4283	23.2229	0.2044	0.0216	-0.0863
Si	16.1209	2.8699	24.88	-0.0462	0.0042	0.0907
Si	2.6282	32.7956	24.6897	0.0583	-0.2352	0.2993
Si	16.401	8.5202	24.6546	0.1595	0.1853	0.3595
Si	2.5712	5.5807	24.928	-0.0465	-0.0205	0.0922
Si	0.1063	13.6719	24.7409	-0.1491	0.2041	0.1002
Si	2.7999	11.016	24.3391	-0.1614	0.0738	0.2707
Si	0.0646	19.0806	24.9922	-0.045	0.0979	0.1471
Si	3.043	16.3026	24.6098	0.0694	-0.0745	0.3532
Si	0.1762	24.4835	24.5674	0.1638	0.1498	0.1949
Si	2.7313	21.7541	25.0253	-0.1285	-0.0243	0.1053
Si	16.3756	30.026	24.6156	0.0036	0.1018	0.1255
Si	2.7906	27.164	24.7743	-0.0832	-0.0199	0.2158
Si	5.5229	2.7917	24.4654	0.0824	0.0947	0.305
Si	8.2752	32.7959	24.4537	-0.0254	-0.0274	0.3002
Si	5.4552	8.3068	24.7047	0.002	-0.0392	0.0157
Si	8.1801	5.4652	24.7187	-0.1147	-0.0951	0.2499
Si	5.6049	13.7267	24.2093	-0.0009	-0.0429	0.3241
Si	8.1646	11.0407	24.7272	-0.0652	0.0813	0.1847
Si	5.6363	18.9203	24.6199	0.0927	-0.073	0.3359
Si	8.2848	16.412	24.3974	0.1574	0.0057	0.3185
Si	5.4705	24.4036	24.9948	0.073	0.0659	0.2293
Si	8.2394	21.6727	24.4131	-0.0343	-0.1746	0.3122
Si	5.4307	30.064	24.4621	-0.0431	0.1037	0.2891
Si	8.1786	27.2693	24.7141	0.1262	-0.0719	0.054
Si	11.0931	2.6628	24.5592	0.0625	0.1311	0.2178
Si	13.554	32.7492	24.4301	0.1367	0.1414	0.1078
Si	10.8827	8.1479	24.8849	0.1023	-0.0386	0.1781
Si	13.6083	5.5457	24.5579	-0.1129	-0.0006	0.2296
Si	10.8356	13.721	24.4034	0.1241	0.014	0.2273
Si	13.6188	10.8473	24.5109	-0.0414	0.1904	0.2441
Si	10.8605	19.1618	24.6113	-0.1223	-0.0379	0.1897
Si	13.6357	16.5518	24.8039	0.0523	-0.1828	0.1989
Si	11.138	24.5421	24.6476	0.2579	0.1197	0.2587
Si	13.5707	21.7384	24.6282	-0.0997	-0.0249	0.291
Si	10.8009	29.7796	24.7459	-0.2269	-0.0955	0.3303
Si	13.6608	27.1791	24.8584	-0.0142	0.0267	0.2182
Si	0.5926	4.7082	26.2422	0.1356	0.0741	0.0429
Si	4.3651	1.2142	25.6965	0.1042	-0.0314	0.1731
Si	1.3397	10.2097	25.9614	0.3466	-0.4539	-0.5282
Si	4.3712	6.7027	26.1094	0.016	-0.2423	0.0502
Si	2.0708	14.6659	25.9714	0.1442	-0.2857	-0.2978
Si	4.1924	12.4631	25.4963	0.0796	0.0367	0.2091
Si	0.8901	20.9083	26.4359	-0.1308	-0.0962	0.0193
Si	4.8589	17.1078	25.9949	0.053	-0.0149	-0.0741
Si	1.7148	25.4493	26.1463	-0.0335	0.0994	-0.232
Si	3.946	23.1693	26.5355	0.0744	0.1009	-0.3719
Si	1.6652	30.9921	26.0124	0.1663	0.1003	-0.2273
Si	4.0296	28.844	25.9043	0.088	0.0343	0.0592
Si	6.5404	4.3179	26.0199	-0.0036	-0.2238	-0.2718
Si	10.0691	0.9163	25.7564	-0.0169	-0.3338	0.1182
Si	6.3287	10.1592	25.9862	0.0152	0.0601	0.2062
Si	9.7185	6.4394	26.2489	-0.1514	-0.0872	0.0159
Si	7.0186	14.9132	25.62	0.1551	-0.09	0.3448
Si	9.3133	12.7672	25.9261	-0.3252	0.2142	-0.0884
Si	7.2388	20.1012	25.8786	-0.0222	0.0477	-0.0267
Si	9.3537	17.8685	25.9256	-0.0376	0.0913	0.2131
Si	7.3655	25.4714	26.025	-0.25	-0.2893	-0.0375
Si	9.6215	23.0944	25.594	-0.1887	-0.0193	0.0857
Si	6.5067	31.7869	25.6374	0.026	0.0209	0.2879
Si	9.4522	28.3674	26.4065	-0.2118	0.1667	-0.2683
Si	12.1495	4.3174	25.9966	-0.0378	0.0431	-0.0935
Si	14.6735	1.2517	26.019	0.2372	-0.1357	0.0648
Si	12.6932	9.2286	26.0228	0.214	-0.1632	-0.1931
Si	14.9382	7.0606	25.7743	-0.2094	0.0924	0.241
Si	12.3597	14.8085	25.8029	0.0381	0.0047	-0.1173
Si	14.6118	12.5378	25.8068	-0.2846	0.0974	-0.2781
Si	11.7071	20.8791	25.9963	-0.0898	0.2511	0.0531
Si	15.0292	17.7776	26.3991	-0.0778	-0.0624	-0.3843
Si	12.8863	25.2552	26.2811	-0.0939	0.0109	-0.0854
Si	15.1284	23.0958	25.704	-0.0332	-0.1281	0.2672
Si	12.2236	31.3247	25.701	-0.0826	-0.0508	0.118
Si	14.6352	29.0771	25.9421	-0.1762	0.0925	-0.2657
Si	16.0778	32.1271	27.9152	0.1077	0.1876	0.2494
Si	1.7071	4.2761	29.1065	0.0748	0.0916	0.4164
Si	2.6278	9.2363	34.497	0.0386	0.0901	-0.115
Si	8.3021	6.8362	29.182	-0.0812	-0.0511	0.2464
Si	2.1846	16.4983	32.9272	-0.0515	0.0069	0.2317
Si	1.4866	19.7452	29.445	-0.0844	-0.0456	0.2093
Si	0.1904	17.4017	30.6907	-0.0597	0.1441	0.4399
Si	0.0726	27.4391	28.0624	-0.0374	-0.014	-0.0667
Si	1.2284	30.6693	31.1465	0.1324	0.1126	0.1488
Si	12.6132	25.0448	29.4547	0.1273	-0.0814	0.1895
Si	2.3931	28.3282	29.871	0.0474	-0.0587	0.3617
Si	3.6747	2.079	28.5223	0.1186	-0.0913	0.341
Si	8.0365	0.1257	29.7425	0.0465	0.0596	0.31
Si	3.1831	8.8479	28.1462	0.0204	0.0437	0.2225
Si	9.3272	14.292	30.4867	-0.075	-0.1984	0.2987
Si	5.6824	7.1771	30.1867	0.0246	-0.1794	0.2464
Si	9.5493	9.4973	30.0778	-0.0072	0.0082	0.5985
Si	4.1822	18.3232	28.9016	0.1459	-0.0998	0.2666
Si	9.1219	21.4209	33.1914	0.0492	-0.0516	0.0932
Si	5.6423	21.1683	28.4633	0.0867	0.0033	-0.0028
Si	9.6888	23.8575	29.8774	-0.0899	-0.3091	0.316
Si	5.7372	27.0481	31.2978	0.0409	0.0193	0.1217
Si	7.6763	30.3304	28.2337	0.131	0.1271	0.0211
Si	8.268	2.4626	27.9365	-0.2101	-0.02	0.201
Si	13.6059	3.1023	34.0202	-0.1807	0.0114	-0.0605
Si	10.3083	2.0629	29.8146	-0.0339	-0.1091	0.4149
Si	11.2412	11.2666	28.0701	0.0347	-0.0215	-0.0119
Si	7.7017	11.781	30.5847	0.0244	-0.1199	0.2069
Si	16.3732	12.3033	27.8363	0.0165	-0.2902	0.3609
Si	10.7171	16.0265	28.1966	-0.0442	0.0614	-0.0798
Si	13.4187	19.8738	28.2983	-0.0097	-0.0215	0.2646
Si	11.7776	22.5529	32.5326	-0.1611	-0.0346	0.3023
Si	8.716	26.1165	31.2934	-0.0564	-0.082	0.2233
Si	14.6598	30.4933	29.9551	0.1212	0.0122	0.4561
Si	6.5096	1.9247	36.8851	0.1516	-0.0559	-0.3734
Si	7.7826	6.2024	31.9865	-0.0966	-0.0794	0.1555
Si	1.7291	11.5114	32.8217	0.1168	-0.0898	0.0672
Si	0.1358	6.5198	37.4164	-0.0674	0.0629	-0.0669
Si	3.6601	20.0697	34.6192	-0.0472	0.0663	-0.1264
Si	1.9626	14.0286	31.5212	0.1194	-0.01	0.105
Si	8.2321	20.4583	36.1713	0.0055	-0.0831	-0.4045
Si	2.9998	26.1997	31.8527	0.0426	-0.1046	0.096
Si	8.9949	23.0854	37.1752	-0.008	-0.0804	-0.2481
Si	4.0096	2.4083	33.0558	0.1262	-0.0135	-0.0935
Si	5.2034	28.5025	28.7483	-0.0909	0.0237	0.1948
Si	5.6779	1.4385	30.8231	0.0358	-0.098	0.182
Si	11.6674	13.4394	32.5222	0.0176	0.017	0.1568
Si	8.0191	7.3927	34.6993	-0.0653	0.0415	-0.1346
Si	14.4894	7.8954	32.9498	0.0476	0.1399	-0.0649
Si	4.2087	15.8969	30.9703	0.0961	-0.0107	0.2214
Si	7.9834	21.3732	30.5618	0.1158	-0.154	0.1616
Si	10.329	29.4191	35.269	0.1865	0.0889	-0.3168
Si	3.0203	28.1638	34.3037	-0.0427	-0.0146	0.0776
Si	8.9404	26.1449	28.3008	-0.1055	0.1853	0.2516
Si	12.7642	2.454	31.2771	-0.1163	-0.0114	0.2002
Si	12.8868	2.4791	28.3527	-0.1144	-0.0878	0.3394
Si	12.5434	9.4835	34.1306	-0.0104	0.1996	0.0679
Si	2.6179	6.9318	30.237	0.078	-0.0364	0.2229
Si	16.2719	12.1272	30.6499	-0.0789	-0.0799	0.5248
Si	0.2636	15.5391	28.1181	0.0552	0.2272	0.1817
Si	12.0198	17.9586	30.1624	-0.2465	-0.08	0.4345
Si	13.4895	22.2711	30.208	-0.1257	0.0036	0.2745
Si	9.4666	18.9901	31.5175	-0.0912	0.0564	0.188
Si	12.9506	25.1382	33.8991	0.0447	-0.0464	0.0366
Si	14.3528	27.4992	30.1701	-0.0901	0.0399	0.1845
Si	1.5536	0.3707	29.7348	0.1468	0.0209	0.2914
Si	5.2097	8.0744	35.9101	0.0824	-0.0593	-0.4262
Si	2.2272	0.8578	35.1847	0.052	-0.0515	-0.3756
Si	12.2418	8.9927	31.377	-0.1413	0.0621	0.1304
Si	1.4405	11.6804	35.7863	0.0964	0.0086	-0.0936
Si	3.225	7.0348	38.041	0.0472	0.1393	-0.3544
Si	1.908	20.8974	32.279	-0.0758	-0.0966	0.1727
Si	1.4838	20.5477	36.6287	-0.068	-0.1201	-0.3994
Si	1.8475	23.8737	33.4864	0.0187	-0.0159	0.1205
Si	0.2751	27.4936	35.4837	-0.0235	0.0139	-0.2991
Si	7.5334	27.0505	34.9618	-0.0518	-0.1613	-0.383
Si	6.7937	3.3145	32.6063	0.1302	0.1446	0.01
Si	1.6943	30.9784	34.1096	-0.0304	0.0241	-0.0461
Si	7.4879	4.4247	38.2952	0.1614	-0.0972	-0.0234
Si	15.5437	11.4096	37.8683	0.1627	-0.1814	-0.4111
Si	7.0258	9.5243	38.0951	-0.034	0.0385	-0.0181
Si	6.7463	14.2845	31.9163	0.0298	-0.0647	0.0556
Si	7.1965	15.6621	34.5836	0.0137	0.0015	-0.1602
Si	9.7579	16.9122	33.8094	-0.0641	0.1489	-0.1864
Si	12.7382	15.7011	34.0891	0.0977	0.0337	-0.0432
Si	8.2002	1.2631	34.4029	0.1655	0.095	-0.1426
Si	5.8649	28.8895	33.6137	-0.0277	0.106	-0.1312
Si	13.875	32.4473	32.2071	0.0489	0.0176	0.0542
Si	11.6189	7.8755	36.4133	-0.1398	-0.061	-0.2846
Si	1.3663	2.7741	31.65	0.0758	-0.0825	0.0417
Si	5.7832	9.9665	28.8891	0.1255	0.0183	0.3897
Si	12.2464	14.3586	36.8353	0.0472	-0.1144	-0.4228
Si	13.9968	20.9154	32.78	-0.1078	-0.0855	0.2188
Si	13.9588	17.7039	32.3633	0.0372	0.129	0.1698
Si	6.8607	24.5671	35.8508	-0.1457	-0.1474	-0.4199
Si	16.2624	20.5446	34.2825	-0.0177	0.0082	0.1186
Si	13.1315	30.3403	34.3984	-0.024	-0.0295	-0.1967
Si	15.7047	24.5706	35.4567	-0.0198	0.1439	-0.4592
Si	3.5321	1.5739	37.8779	0.0514	0.1347	-0.258
Si	14.4088	8.6477	37.7406	-0.1221	0.0015	-0.2624
Si	0.9339	7.1038	32.9499	0.0926	0.0882	-0.0691
Si	1.5428	16.5302	36.0098	-0.2435	-0.0452	-0.4116
Si	2.8175	14.064	37.0921	-0.0577	-0.1546	-0.4004
Si	3.2719	22.6628	38.2148	0.2091	-0.0104	0.124
Si	2.4603	17.4222	38.6865	-0.0869	0.0262	-0.298
Si	14.52	27.7764	33.1477	0.0074	0.0597	0.1914
Si	5.9868	18.2458	35.5028	0.0896	0.0534	-0.177
Si	15.7437	30.2132	36.0532	0.0705	-0.1281	-0.3153
Si	7.0728	31.9791	37.893	0.0891	0.1473	-0.3928
Si	9.7099	5.4252	36.48	0.0665	0.0335	-0.4718
Si	10.9004	2.5187	35.6543	-0.1289	0.0981	-0.2289
Si	9.3451	9.8261	36.2875	0.0526	-0.1791	-0.3504
Si	5.6027	15.6887	37.0855	-0.1236	0.1358	-0.332
Si	9.8189	15.629	38.0579	-0.1254	0.0197	-0.1153
Si	11.862	21.9517	37.6188	-0.119	-0.0467	-0.1159
Si	10.0049	18.1375	36.5567	0.1136	0.1812	-0.2378
Si	9.7128	28.1346	38.2086	0.1024	0.1159	-0.3616
Si	4.2147	23.1105	35.3919	-0.0293	-0.0761	-0.3061
Si	7.5937	31.0946	34.839	0.0494	0.202	-0.3613
Si	15.9184	1.3607	33.5564	0.0205	0.007	-0.0833
Si	12.5242	1.0944	38.0633	-0.3344	0.2669	-0.0057
Si	15.4629	5.5816	34.6018	-0.085	-0.0185	-0.1404
Si	11.3166	11.9357	35.2227	-0.0166	-0.0165	-0.2739
Si	13.1196	11.6795	30.3762	-0.0067	-0.1656	0.2655
Si	12.795	19.1137	37.4134	0.0697	-0.0616	-0.247
Si	15.7634	18.5266	36.3639	0.0356	0.049	-0.2569
Si	6.8699	26.9139	37.7058	-0.1719	-0.0739	-0.3622
Si	14.7492	23.2318	38.0905	-0.0346	-0.0319	-0.113
Si	14.8111	31.9394	38.2559	0.125	-0.1975	-0.0261
Si	10.3027	26.6971	34.0224	0.1455	-0.1807	-0.141
O	15.9175	31.2808	37.2469	-0.2253	0.2636	0.1985
O	0.6697	1.0438	34.6762	0.1247	0.0393	-0.0402
O	2.9654	2.905	38.6112	0.2679	-0.1082	-0.1231
O	1.2317	4.1488	39.9248	-0.0406	-0.1217	0.1913
O	4.1981	6.5351	30.2708	-0.1399	0.2138	0.028
O	1.7701	6.5555	37.4653	0.3929	0.0036	0.147
O	2.994	8.4761	38.7935	-0.0623	0.1706	0.07
O	14.7959	12.5883	38.7202	-0.3878	0.3479	0.3235
O	1.4788	9.6013	0.4342	-0.3136	0.1624	-0.2834
O	2.5682	14.0075	38.7135	-0.0955	-0.1465	0.2936
O	1.6651	14.9241	36.283	-0.0247	-0.0095	0.194
O	0.0014	17.0229	36.3021	-0.0141	0.0245	0.3484
O	1.0663	16.675	39.1632	-0.1584	0.0269	0.1099
O	2.5216	19.019	39.0019	0.0197	-0.119	0.0497
O	1.1122	20.7483	40.2083	0.1935	-0.1965	-0.268
O	2.5817	19.6626	35.7782	-0.195	0.1239	0.217
O	15.5564	22.0565	38.9126	-0.0038	-0.2726	0.4605
O	2.6034	23.8252	39.1498	-0.03	0.0361	0.0143
O	1.0798	26.2075	39.7142	0.1434	-0.0989	0.4236
O	10.063	28.8539	36.7836	0.0181	0.0049	0.2638
O	11.4914	25.6569	34.4823	-0.1019	-0.172	0.0406
O	3.7095	29.0146	39.6513	0.2001	0.0574	0.4918
O	1.5484	31.08	39.7805	-0.191	0.0525	0.1502
O	3.8436	0.6	39.1657	0.0961	-0.0016	0.3828
O	5.7217	31.6726	38.7675	-0.2275	-0.0831	0.1704
O	9.6387	1.5581	39.9097	-0.1174	0.1196	0.7736
O	7.9456	3.4941	39.514	-0.2785	0.2541	-0.0793
O	3.8285	6.1227	39.2723	0.3673	-0.1132	0.0248
O	8.6333	8.8185	35.2006	-0.0393	0.287	0.2241
O	7.7554	8.2886	38.8977	0.1816	0.0611	0.1445
O	9.7743	6.7026	39.9602	-0.2931	0.0281	0.1332
O	4.1867	12.1465	39.6631	0.0249	0.3637	0.5974
O	6.2257	10.4927	39.1123	0.2008	0.1105	-0.1854
O	8.8018	14.5103	38.7326	-0.0352	0.0364	0.2539
O	6.7847	15.1275	36.0826	-0.0502	0.0514	0.099
O	3.7875	16.8773	39.4537	-0.1348	0.0558	-0.2924
O	5.9788	15.6354	38.6855	0.0243	0.3324	0.336
O	9.2181	18.1615	39.985	0.0674	-0.1098	0.3467
O	6.7333	17.2351	34.4518	0.1924	-0.0257	0.1786
O	6.8726	20.3205	39.7685	0.1016	-0.3646	0.3013
O	9.4268	19.6175	36.9103	-0.116	-0.1913	0.2642
O	8.375	27.1687	38.3017	0.1018	-0.0053	0.3015
O	6.5529	25.3496	37.2788	0.1579	0.2063	0.1823
O	5.6858	27.3997	38.6983	-0.0047	-0.0626	-0.081
O	8.257	31.2968	38.7612	0.2116	0.1499	0.1342
O	6.319	30.4283	34.0019	0.0131	0.1649	-0.1342
O	11.6488	30.3767	35.1041	-0.1138	-0.0779	0.0802
O	11.6353	0.1367	39.0589	-0.1733	-0.127	0.1678
O	14.1779	30.2906	35.636	0.0448	-0.3299	0.4452
O	13.1777	2.3834	38.8616	-0.1202	-0.1237	-0.1747
O	12.1194	2.8883	34.6346	0.2484	0	0.1902
O	11.8166	4.4715	39.8221	-0.0716	-0.0957	0.6477
O	14.197	8.3005	39.3123	-0.1303	0.0433	0.0147
O	16.0549	5.6889	36.1093	0.1373	-0.1112	-0.0131
O	9.9571	12.213	39.7104	0.0687	-0.0411	0.2209
O	12.0391	9.8868	39.8389	0.251	0.0795	0.5855
O	13.0183	14.4096	38.2837	0.0501	0.1622	0.4144
O	12.476	10.8156	35.0205	0.1126	0.1519	0.0737
O	10.8365	16.2232	39.1913	0.2226	-0.1566	-0.1839
O	13.0063	15.1699	35.6201	-0.0817	-0.1812	0.3119
O	15.1279	17.8961	39.8008	-0.0739	-0.0243	0.2244
O	12.994	19.2455	39.0251	-0.1165	0.0518	0.0466
O	9.7677	23.0755	0.3852	-0.286	0.3798	-0.0499
O	12.3427	20.585	36.8463	-0.0512	0.0009	-0.1543
O	12.4803	25.7132	39.9256	-0.216	0.2097	0.266
O	14.6369	24.461	39.1586	-0.1083	0.2904	0.3001
O	11.0172	27.2669	38.6375	-0.1303	0.2831	-0.0797
O	9.5576	29.204	39.4359	0.0763	0.2846	0.0233
O	15.4368	28.4376	39.7822	0.0645	0.0041	0.0678
O	14.0286	30.6968	39.0235	-0.2775	0.027	-0.3235
O	0.9332	3.9882	27.7083	-0.0737	0.1577	-0.4031
O	4.9092	1.5208	29.408	-0.0553	-0.0439	-0.2221
O	4.0402	2.2392	26.9627	-0.202	0.2176	-0.1631
O	3.1572	3.5136	29.1018	0.1207	-0.1599	0.1368
O	2.013	9.249	27.1092	-0.1358	0.2582	-0.0942
O	0.9543	11.6755	26.6689	0.0301	-0.1361	0.1772
O	3.9815	7.5488	27.5002	0.1749	-0.2095	0.0965
O	4.2009	10.1064	28.4385	-0.3292	0.1011	-0.1065
O	3.7598	16.5378	32.4349	0.036	-0.0603	0.1154
O	1.7035	15.5476	27.3407	0.1387	0.2953	0.0249
O	3.2473	13.52	26.4234	-0.3185	0.1937	-0.2954
O	5.2959	11.463	26.284	0.0069	-0.3231	-0.4129
O	16.1262	22.1055	26.6434	0.1316	-0.0007	-0.2073
O	1.2272	20.5335	28.0437	-0.153	0.274	-0.5309
O	4.3161	17.7897	27.3825	-0.0436	-0.1894	-0.1715
O	2.6266	18.6215	29.2055	0.0472	-0.0241	-0.2515
O	1.2738	28.3323	28.6989	0.0957	0.3914	-0.3627
O	0.727	26.1883	27.2471	-0.0313	-0.1202	0.2998
O	4.5581	22.3289	27.9059	-0.2957	0.1213	-0.1214
O	2.7767	24.3575	26.9207	-0.0248	0.0327	-0.2354
O	2.9331	29.9868	26.4224	-0.2946	0.0474	-0.1273
O	1.0026	31.2695	27.4999	0.0212	-0.1057	0.2815
O	4.9396	28.1977	27.1629	0.0075	-0.3188	-0.2748
O	3.7687	29.0093	29.3339	-0.0189	0.2556	0.1311
O	7.1995	3.5456	27.3539	-0.1345	0.134	0.0114
O	5.4034	5.4319	26.5421	-0.2687	0.2226	-0.4113
O	7.5597	1.0948	28.5062	-0.1366	0.1104	-0.165
O	9.272	1.9416	26.7795	0.2413	-0.1382	-0.127
O	8.7096	6.1087	30.6263	0.1531	0.2289	-0.311
O	6.6785	6.5724	29.0187	-0.079	-0.2154	-0.0264
O	10.9499	5.3634	26.4169	-0.1707	-0.2754	0.0465
O	9.101	6.4508	27.8229	0.168	0.2477	-0.4234
O	5.9753	15.93	26.5038	-0.0495	-0.04	-0.2587
O	8.0993	13.8627	26.4667	0.1087	0.0346	-0.5183
O	10.1401	10.4522	28.9272	0.1403	0.0813	-0.0385
O	10.363	12.2472	27.1047	-0.3145	0.0593	-0.047
O	4.964	19.7685	29.0123	-0.1365	0.1309	0.2688
O	6.5705	20.8851	27.1599	0.1807	0.3578	0.1209
O	8.2899	18.9958	26.557	-0.089	-0.1638	-0.3662
O	9.852	17.0785	27.298	-0.1525	-0.1318	-0.2356
O	7.4475	26.136	27.5801	-0.1873	0.2049	-0.0124
O	7.1887	26.456	31.6966	-0.1327	-0.1498	0.1803
O	8.3936	24.1489	26.0892	-0.0567	-0.0841	-0.0424
O	10.5946	22.0485	26.5457	0.1768	-0.0898	-0.6318
O	7.2004	31.1992	26.9775	0.0378	0.1382	0.1709
O	5.3753	0.0262	26.2825	0.1907	-0.1497	-0.7048
O	9.9377	26.9993	27.2849	0.0629	0.2787	-0.2095
O	8.7853	29.2833	27.6337	0.2387	0.135	-0.1488
O	12.7087	3.8554	27.4973	0.276	0.0478	-0.1176
O	11.447	1.7337	28.6635	0.1649	0.1224	-0.0203
O	13.8535	1.5393	27.4443	-0.0711	0.1254	-0.4145
O	15.7451	0.0896	26.5282	-0.1849	0.0165	-0.2218
O	12.1095	10.1584	27.2444	0.2867	-0.1417	0.3373
O	10.8054	8.6135	30.6894	-0.0309	-0.1021	-0.006
O	13.825	8.0774	26.6045	0.0281	-0.0574	-0.6097
O	15.9218	5.9747	26.6389	0.2452	-0.3968	-0.2969
O	11.5422	15.0469	27.2126	-0.1725	-0.0139	-0.1491
O	13.4968	13.6897	26.2197	0.2011	-0.1647	-0.1979
O	14.9045	11.8451	27.3002	0.0016	-0.112	0.0471
O	12.0878	20.061	27.385	-0.0412	-0.1581	-0.1539
O	14.505	19.0303	27.3976	0.2188	-0.0442	-0.0622
O	15.5988	16.4826	27.2879	0.0388	0.0498	-0.1484
O	11.205	24.4847	30.0924	-0.0988	0.1527	0.2335
O	12.4075	25.4072	27.8693	-0.2855	0.017	-0.3505
O	13.7839	21.3721	28.8694	-0.003	-0.1764	-0.3443
O	11.9914	22.1525	30.9349	-0.2003	-0.193	-0.0952
O	13.4074	30.1969	26.3461	0.1335	-0.1622	-0.2069
O	11.102	32.5028	26.399	0.0434	0.1134	-0.2867
O	16.0989	30.3881	30.7133	-0.1767	-0.3418	-0.1811
O	15.5578	28.4426	27.1616	-0.1375	-0.1975	0.4395
O	0.0388	0.3684	29.1326	-0.2786	-0.2682	-0.2886
O	2.5051	0.9547	28.5678	-0.247	0.0059	-0.1674
O	6.3132	6.7972	31.6324	-0.0101	0.3419	-0.1603
O	0.1211	2.6254	32.6964	-0.12	0.0858	0.1596
O	0.8994	3.7642	30.4426	-0.0246	-0.0168	-0.0303
O	1.8733	5.8772	29.2527	0.0116	-0.1143	0.0066
O	2.4748	8.4063	29.5625	0.0792	0.0844	-0.3024
O	1.7254	7.9123	34.1437	-0.2287	-0.1922	0.1568
O	4.6039	17.1119	29.9407	0.1393	0.2534	-0.0497
O	14.4731	10.2529	37.4155	-0.2268	-0.0718	0.0677
O	1.354	17.4097	31.8512	0.105	0.107	-0.0065
O	1.6431	14.9595	32.8307	-0.2264	-0.1313	-0.2405
O	0.39	16.1899	29.6119	0.1741	-0.3267	-0.2326
O	0.1897	18.861	29.9396	-0.1864	0.2996	-0.065
O	13.701	23.839	29.7699	0.0033	0.0047	-0.0615
O	15.4862	26.8352	29.206	-0.089	0.1019	-0.2356
O	2.7355	27.3151	32.979	-0.1052	-0.1999	-0.1166
O	2.5387	26.7858	30.3996	0.1702	-0.0935	-0.3026
O	13.0946	26.4442	30.1914	-0.2625	-0.1515	0.0297
O	1.96	29.2338	31.1529	0.0692	-0.3157	-0.2948
O	4.6021	1.2256	32.0574	0.1733	-0.0199	-0.2055
O	1.9305	27.5476	35.3879	0.0762	0.0841	0.2454
O	6.4394	2.8809	31.063	-0.2374	0.056	-0.3012
O	5.3355	3.3381	33.4093	-0.1772	-0.1533	-0.1366
O	6.789	0.2251	30.8191	-0.0053	0.0466	-0.1482
O	9.4826	0.7128	30.2866	0.0486	-0.1692	-0.1108
O	6.6379	9.5956	27.5332	0.2334	0.2656	-0.4516
O	1.9717	6.864	31.7285	0.0199	-0.1344	-0.2223
O	6.5103	11.2687	29.5753	-0.26	0.0422	-0.1809
O	14.1316	9.2583	33.7921	-0.0877	0.0337	0.1751
O	5.7001	8.7951	30.0288	0.1642	0.1854	-0.0388
O	8.6266	10.4833	31.061	0.0975	0.1478	-0.3818
O	8.768	12.8501	29.9211	0.2653	0.1207	-0.0201
O	5.4839	14.8962	31.0944	-0.1409	-0.2319	0.0264
O	1.9681	20.7476	30.6605	0.0107	-0.1474	-0.297
O	4.8079	18.9439	34.6448	-0.1598	0.0138	-0.0635
O	7.874	21.774	32.1723	-0.1638	0.1943	-0.0797
O	8.7916	15.6696	34.25	0.148	-0.2668	-0.1879
O	6.6117	21.6747	29.7134	-0.3231	0.2768	-0.317
O	8.8078	24.4972	31.0986	-0.1252	-0.0648	0.1972
O	9.248	22.261	29.9124	0.0442	0.0525	-0.1215
O	5.631	27.2273	29.6781	0.1056	-0.3293	0.0146
O	4.6188	25.9408	31.7832	0.0244	0.0411	0.1283
O	6.4047	29.5861	28.9187	-0.0022	-0.2271	0.3379
O	9.0217	26.8062	29.8217	0.0587	0.0341	-0.3985
O	9.1909	3.0851	29.1644	0.0003	-0.0705	-0.1458
O	8.2951	31.3688	29.3454	-0.0752	-0.097	-0.0335
O	11.1394	2.6962	31.0791	-0.1203	0.1012	-0.1453
O	13.3773	3.4287	32.4275	0.1541	-0.0029	-0.1494
O	14.5259	4.2673	34.6513	0.0462	0.2857	0.0784
O	12.3646	12.2584	31.6836	0.2077	-0.2864	0.0645
O	13.3051	7.7824	31.7827	0.2414	-0.0022	0.0923
O	10.5501	14.1416	31.5665	-0.0362	0.2948	-0.2003
O	14.6522	12.213	30.5113	0.0626	0.2351	-0.0627
O	16.2723	13.9348	28.0925	-0.0676	-0.2037	0.0617
O	0.4106	11.5557	29.2186	0.2543	-0.0318	-0.4849
O	9.7594	15.2058	29.2236	-0.197	0.2327	-0.3734
O	12.5716	17.3711	31.5715	-0.2149	0.1045	-0.2945
O	14.1521	24.1785	26.5234	-0.0794	0.0972	-0.2633
O	13.1181	19.0197	29.6434	0.2351	0.0969	-0.1387
O	12.5719	23.9558	32.8361	-0.1429	0.1395	-0.2285
O	12.5109	21.3236	33.3177	-0.0359	0.2041	-0.2218
O	13.5913	26.4551	33.2272	-0.1307	-0.0997	-0.1693
O	8.0566	21.726	37.1881	-0.1809	-0.1074	0.1028
O	14.8758	31.1959	28.4984	-0.1691	0.1656	-0.1355
O	13.945	29.0339	29.7181	-0.2554	0.1344	-0.4513
O	2.6546	29.7059	34.0794	0.0634	0.1108	-0.1901
O	4.9031	1.8406	37.0544	-0.1788	-0.0397	0.1687
O	7.561	4.7388	32.672	0.0544	-0.1573	0.0018
O	6.3981	7.3479	35.0273	-0.0502	-0.0407	0.1806
O	2.628	10.1847	33.1475	0.1608	-0.0929	-0.196
O	6.9891	3.4502	37.0972	0.2079	0.08	-0.1395
O	15.8233	7.9882	37.2647	-0.0224	-0.0154	-0.1773
O	0.3594	5.6863	33.5728	-0.1895	-0.0188	-0.145
O	1.1956	12.1438	34.2334	-0.0675	0.3521	-0.0028
O	2.9527	14.8946	30.5301	-0.0364	-0.2507	-0.1041
O	0.5167	13.6211	30.8736	-0.1216	0.3261	-0.1683
O	1.8202	22.4522	32.7141	-0.1856	0.1161	-0.0527
O	6.9416	19.4643	36.0403	-0.0895	0.049	0.277
O	9.9143	20.1045	32.6224	0.0313	0.1705	0.1825
O	8.6081	21.0979	34.6968	0.1139	-0.1158	0.2175
O	2.0804	24.9298	32.2632	-0.2029	0.1168	-0.0621
O	3.7624	23.4603	36.9022	-0.1014	-0.0955	0.2543
O	6.7259	25.6699	34.6523	0.282	0.0754	0.1271
O	4.2014	21.541	35.013	-0.0402	0.0054	-0.0699
O	2.5724	32.107	34.8698	-0.0424	-0.0098	0.3497
O	3.3178	1.7861	34.3928	0.1037	-0.1139	0.2515
O	2.0036	31.6643	30.1191	-0.0571	0.0942	-0.1913
O	1.3559	31.3925	32.5876	0.0377	0.2779	-0.0927
O	8.353	7.2406	33.1072	0.2904	0.227	-0.0211
O	6.9382	1.5608	35.3764	-0.467	0.1735	0.4245
O	9.9182	11.1805	35.59	-0.1719	0.2468	-0.1637
O	10.5626	8.985	37.005	0.087	0.2777	0.2112
O	5.9552	9.0688	36.9553	0.1956	0.284	0.2793
O	1.9362	10.1053	35.7143	0.0812	-0.103	0.277
O	10.9962	12.8101	33.8791	-0.0071	-0.0651	0.1071
O	8.5296	8.4293	29.4343	-0.0105	-0.0294	-0.0242
O	6.5106	14.672	33.4848	-0.2476	0.1797	-0.0027
O	8.0897	14.9891	31.2998	0.1757	-0.0623	-0.1422
O	8.2745	19.7259	30.6214	0.0868	0.0406	-0.0898
O	9.256	17.5989	32.3886	-0.1943	-0.2843	-0.0915
O	8.9449	30.1772	34.8562	0.1321	-0.0986	0.0492
O	5.7962	23.4564	35.3628	0.2215	-0.1665	0.1652
O	7.0613	31.3844	36.3702	0.0096	0.1591	0.3363
O	4.6553	28.2566	34.5669	-0.0074	-0.0406	0.0079
O	9.7688	26.5195	32.4803	-0.1315	-0.1209	-0.2232
O	9.288	24.5433	28.4543	0.2679	0.2006	-0.241
O	12.9496	0.9183	31.7988	0.0121	-0.0109	-0.0926
O	11.5539	1.6583	36.8685	0.039	-0.2692	0.3107
O	7.8783	2.1956	33.1115	-0.1562	-0.1178	0.1305
O	13.5234	2.7591	29.8485	-0.0569	0.0473	-0.1756
O	11.8007	8.1943	34.8141	-0.1884	0.131	0.0437
O	13.0848	10.0409	30.451	-0.0625	0.2313	-0.1758
O	16.0248	7.9402	32.3821	0.0232	0.279	-0.046
O	13.1075	7.9879	37.0219	0.1573	-0.1932	-0.0141
O	0.4145	11.1834	31.8776	0.1224	0.2144	-0.1532
O	12.2756	12.109	29.0383	0.073	0.0164	-0.3522
O	2.6526	12.6191	32.0273	-0.0871	-0.1314	0.1794
O	15.1814	17.1725	31.4504	0.2152	-0.3619	-0.0785
O	11.8555	16.7957	29.0618	0.3208	-0.0676	-0.2235
O	14.4629	21.7126	31.4152	-0.0798	-0.1018	-0.2172
O	14.0747	19.3034	32.62	0.2049	0.1409	0.0849
O	13.8697	16.8408	33.7535	-0.102	-0.0397	-0.0261
O	15.8229	19.0844	34.8369	-0.1447	-0.1625	-0.1899
O	11.3348	21.5533	39.1067	0.1915	-0.3838	0.1752
O	10.5977	18.6922	30.4044	0.1087	0.2311	-0.3856
O	13.7627	31.4296	30.9384	-0.1362	-0.2663	0.0002
O	0.4453	24.1403	34.3256	-0.2544	0.0774	-0.16
O	15.0508	27.7352	31.6221	-0.1274	-0.0988	-0.1292
O	13.5551	29.0664	33.4436	0.0965	-0.0915	0.0667
O	14.5172	1.7722	34.2891	0.0666	-0.3294	0.3407
O	1.6504	1.2755	31.0754	-0.0835	-0.0983	-0.1066
O	15.7671	0.0097	39.2626	0.2289	-0.058	-0.1232
O	2.4069	1.0938	36.7906	-0.1001	-0.0208	0.2647
O	0.2668	30.6841	34.8066	-0.2877	0.2813	0.1714
O	0.2088	10.7493	38.8927	-0.0918	0.1764	0.2109
O	0.0237	11.9085	36.5793	-0.4304	-0.1379	0.1547
O	1.9977	16.9466	34.4812	-0.0958	0.3642	0.1482
O	15.9901	5.8431	38.7948	-0.2498	0.1445	0.2038
O	6.2464	5.3284	38.8139	-0.2736	0.2357	0.2903
O	2.5615	17.2238	37.0747	0.2336	0.2989	0.4456
O	0.5485	20.2051	32.8457	-0.0495	-0.0303	0.0045
O	15.6345	23.5978	36.7639	-0.0029	0.0381	0.1564
O	13.2023	22.8792	37.6734	0.1512	0.155	-0.0627
O	2.1603	21.5692	37.687	-0.1792	0.0906	0.108
O	4.5685	21.9343	38.9459	0.1181	0.1853	-0.1373
O	14.1443	24.5981	34.8948	0.0909	-0.3113	0.1497
O	16.1877	28.6946	36.4843	-0.0359	0.0415	0.3207
O	15.8794	27.749	34.0572	0.2195	-0.2626	0.0182
O	5.4823	28.5204	32.047	-0.3253	-0.0455	-0.0522
O	4.2958	7.0479	36.8035	-0.3305	-0.0984	0.2968
O	8.7643	6.0927	35.3339	0.1241	-0.0231	0.0734
O	9.6946	1.6294	34.9709	0.1091	0.0795	0.1758
O	8.0851	32.4706	34.0854	0.0952	-0.2177	-0.1603
O	8.7438	5.3177	37.7832	-0.2183	0.2167	0.2472
O	11.0266	6.3776	36.6746	-0.0428	0.1394	0.0063
O	10.2284	3.9328	36.1043	0.1135	0.0716	-0.0162
O	4.282	14.7493	36.7926	0.0485	0.1697	0.1833
O	2.6528	12.5542	36.4704	0.0628	-0.0104	0.3291
O	6.9301	12.6446	31.7664	-0.1164	0.0869	0.1881
O	8.2362	10.3368	37.3583	-0.1109	0.0155	0.0303
O	11.2566	16.3153	33.8419	-0.0257	0.0055	-0.0944
O	3.136	20.1431	33.0661	0.1844	-0.2749	-0.2151
O	5.4245	17.2993	36.7211	-0.0413	0.0104	0.2584
O	12.8425	14.4722	33.0074	0.0131	-0.0759	-0.0722
O	3.1976	23.9472	34.4211	0.0052	0.2211	-0.0009
O	8.3709	23.9452	35.9224	0.0989	0.2939	-0.069
O	10.2403	22.6321	33.0863	0.1149	0.2834	-0.2239
O	10.5886	22.7317	36.9001	0.132	0.2206	0.2536
O	7.2929	28.1103	33.7899	0.0572	-0.2291	0.2394
O	7.2326	0.8136	37.8547	0.2597	-0.1535	0.0843
O	6.9312	27.7655	36.304	-0.0962	-0.0413	0.3697
O	13.7452	0.1397	37.5312	0.1542	0.0489	-0.282
O	15.4173	0.1429	32.555	0.1166	0.1465	-0.0632
O	14.4111	6.7187	34.0742	0.1264	0.0804	-0.1106
O	2.7909	3.254	32.3268	0.0265	-0.0187	-0.2311
O	9.1509	16.929	37.2823	-0.1813	-0.1642	0.1308
O	10.7448	14.9541	36.9221	0.0612	0.1455	-0.1606
O	11.9889	12.8096	36.4114	-0.0381	-0.1798	0.2267
O	11.7432	9.7296	32.7446	-0.0895	-0.1663	-0.1562
O	14.962	21.4554	33.9787	-0.0877	-0.2809	-0.0115
O	11.5982	18.0841	36.9549	0.0744	-0.0389	0.1468
O	9.7392	18.0735	34.9466	0.0001	0.2682	0.2372
O	0.3361	19.5339	37.2474	0.1999	-0.1741	0.2229
O	9.0827	26.5745	35.1004	-0.2197	0.1549	0.1679
O	10.7458	28.2514	34.1948	0.2164	0.1406	0.1221
O	14.2106	18.5468	36.8219	-0.3014	-0.1052	0.2147
O	0.7449	21.3732	35.3861	0.2152	-0.1778	0.2782
O	13.243	31.7045	33.513	-0.0759	-0.072	0.1207
O	16.1756	26.0424	36.0145	-0.1061	0.0849	0.0633
O	8.7307	23.9625	38.5207	-0.4206	0.4389	0.2418
O	4.1672	8.8378	34.8899	0.2247	-0.0166	0.1924
Si	0.0177	0.0342	5.5215	-0.0006	0.0131	-0.0214
Si	2.7013	2.7673	5.4656	-0.0442	-0.0055	-0.0622
Si	0.0239	5.4638	5.4708	-0.024	0.0337	-0.0611
Si	2.7428	8.2235	5.4643	-0.0194	0.0314	-0.0319
Si	0.0238	10.9958	5.4665	0.0721	-0.0698	-0.0491
Si	2.7314	13.7062	5.4558	0.052	-0.0287	-0.0559
Si	16.4001	16.426	5.5008	0.0074	0.0145	-0.0688
Si	2.7102	19.1761	5.5036	-0.0669	-0.016	-0.0049
Si	0.0154	21.9031	5.6082	0.0555	0.0585	0.0184
Si	2.7851	24.6236	5.5322	0.0006	0.0056	-0.0131
Si	0.0231	27.3382	5.5865	-0.0556	0.0056	0.0657
Si	2.7988	30.0859	5.5177	0.047	0.0765	0.0068
Si	5.4696	0.0248	5.5054	0.0515	0.0684	-0.0893
Si	8.173	2.7404	5.5211	-0.0303	-0.0478	-0.0092
Si	5.4353	5.4663	5.4968	-0.0389	-0.0146	-0.0386
Si	8.1903	8.2623	5.5351	0.0598	-0.0091	-0.0093
Si	5.4805	10.964	5.5155	-0.0214	-0.0057	0.0067
Si	8.2343	13.6758	5.4918	0.0076	0.0459	-0.0394
Si	5.4299	16.4209	5.5498	-0.0299	-0.0306	-0.0034
Si	8.1607	19.1571	5.492	-0.0789	0.0456	-0.0285
Si	5.4288	21.9284	5.4426	-0.0046	-0.0615	-0.0366
Si	8.1515	24.686	5.4124	0.1144	-0.0411	-0.0634
Si	5.5297	27.3412	5.439	-0.0058	0.0386	-0.0504
Si	8.2618	30.0562	5.4453	-0.0095	0.0068	-0.0709
Si	10.9435	32.7833	5.4718	-0.0138	-0.0744	-0.0174
Si	13.709	2.7519	5.4972	0.001	0.0422	0.0207
Si	10.9241	5.5307	5.5284	0.0039	-0.0271	0.0273
Si	13.6682	8.2759	5.4814	0.0572	-0.0069	-0.0455
Si	10.9219	11.0076	5.5258	0.0264	0.0095	-0.0169
Si	13.7093	13.7246	5.533	0.0555	0.0957	-0.01
Si	10.9122	16.4242	5.5084	-0.0668	-0.0221	-0.0551
Si	13.6432	19.1175	5.5504	-0.0549	-0.0942	0.0105
Si	10.8752	21.9156	5.53	-0.0363	0.0264	-0.0066
Si	13.6258	24.6443	5.5605	-0.0828	-0.0166	0.0177
Si	10.8768	27.3946	5.4654	0.061	-0.0705	-0.0193
Si	13.6492	30.1196	5.539	0.0768	0.0051	0.0029
Si	1.3782	1.3988	6.8771	0.0079	-0.0139	0.008
Si	4.067	4.1127	6.8636	-0.0262	0.0719	0.0088
Si	1.3813	6.8457	6.8381	0.0335	-0.0258	-0.0147
Si	4.1051	9.5794	6.8547	-0.0136	0.0044	-0.0056
Si	1.3931	12.3325	6.8494	-0.0107	-0.0384	-0.0089
Si	4.0726	15.0442	6.8825	-0.0529	0.0843	0.002
Si	1.3536	17.8028	6.8735	-0.0367	0.0559	-0.0324
Si	4.0952	20.5477	6.8515	0.0008	0.0294	-0.0451
Si	1.4045	23.28	6.9179	-0.0151	-0.0504	0.0075
Si	4.155	26.0112	6.8554	-0.0516	-0.0015	0.0128
Si	1.4046	28.7377	6.8907	-0.0462	0.002	0.0041
Si	4.136	31.4587	6.8879	-0.0184	-0.0712	0.0345
Si	6.8243	1.3751	6.8882	-0.0012	0.0314	0.046
Si	9.5638	4.1177	6.862	0.0191	0.0016	0.0034
Si	6.8185	6.8469	6.8564	0.0082	0.0009	-0.0108
Si	9.5719	9.6151	6.891	-0.0076	-0.0214	-0.0078
Si	6.8554	12.3252	6.8705	0.0068	-0.0621	-0.0061
Si	9.5721	15.0436	6.8798	0.0685	-0.0352	-0.0098
Si	6.8149	17.7944	6.879	0.0266	0.0055	0.0011
Si	9.5226	20.5257	6.8699	0.0367	-0.0095	0.0127
Si	6.8176	23.2886	6.8084	-0.0084	0.0094	-0.0212
Si	9.5261	26.012	6.8317	-0.0475	0.044	0.0007
Si	6.8773	28.7121	6.8271	0.0367	-0.0637	0.0072
Si	9.5865	31.4244	6.8565	0.0544	0.0036	-0.0203
Si	12.3117	1.3705	6.8413	-0.0254	0.0647	-0.0673
Si	15.0664	4.1133	6.8673	0.0424	-0.0575	0.008
Si	12.3117	6.8969	6.8659	-0.0905	0.0533	0.0018
Si	15.054	9.6217	6.8424	-0.0372	0.0125	-0.0025
Si	12.3197	12.3516	6.8769	-0.008	-0.0323	0.0044
Si	15.0586	15.0759	6.9025	-0.0479	-0.023	0.0089
Si	12.2659	17.7748	6.904	-0.0105	0.09	0.0008
Si	15.0253	20.5006	6.9032	0.0713	-0.0398	-0.0158
Si	12.2572	23.2656	6.897	-0.0161	0.0447	0.0293
Si	15.0259	25.9851	6.9187	0.0788	-0.0454	0.0087
Si	12.2648	28.7336	6.8635	-0.0412	0.0439	-0.0128
Si	15.0423	31.4733	6.8876	-0.0228	-0.0023	-0.0239
Si	0.0115	2.7504	8.2524	0.0125	0.0507	0.0188
Si	2.7449	0.0167	8.2389	-0.0169	-0.0046	-0.014
Si	0.007	8.2205	8.1996	0.0074	0.0149	-0.0086
Si	2.7235	5.4852	8.238	0.0072	-0.0097	0.0015
Si	0.0241	13.6858	8.2359	0.0038	0.0278	0.0032
Si	2.7419	10.949	8.2207	0.0036	-0.002	-0.005
Si	16.4005	19.1512	8.2625	-0.0288	-0.0136	0.0077
Si	2.7222	16.4303	8.2372	0.0244	-0.0352	0.0104
Si	0.011	24.6299	8.2662	-0.0134	0.015	0.0166
Si	2.7529	21.893	8.2589	-0.0513	-0.0172	0.0121
Si	0.0116	30.0962	8.2434	0.0213	0.0091	0.0004
Si	2.7734	27.3619	8.2374	0.0121	0.0143	-0.0102
Si	5.4461	2.7465	8.235	0.0096	-0.0372	-0.0086
Si	8.2122	32.8007	8.2242	-0.0113	0.0192	-0.0107
Si	5.459	8.2085	8.2312	-0.0157	-0.0201	0.0026
Si	8.1926	5.4806	8.2261	0.0228	0.0177	0.0017
Si	5.4663	13.6821	8.2284	-0.0056	-0.0123	0.0014
Si	8.1991	10.96	8.2563	0.0105	0.0101	0.0055
Si	5.4584	19.1779	8.228	0.0348	0.0118	0.0077
Si	8.1927	16.4185	8.2308	0.0081	0.0291	-0.0093
Si	5.4868	24.633	8.2312	-0.0094	-0.0011	0
Si	8.1689	21.9188	8.2115	0.016	-0.025	-0.0116
Si	5.5107	30.075	8.2218	-0.009	0.0497	-0.0158
Si	8.2017	27.3623	8.2406	0.0142	0.0037	0.0067
Si	10.9403	2.7389	8.2133	-0.0166	-0.0135	0.009
Si	13.667	0.0245	8.2451	0.0254	-0.0088	0.0119
Si	10.9392	8.2366	8.2442	0.0449	0.0081	0.0102
Si	13.6782	5.4921	8.2104	-0.0036	-0.0194	-0.006
Si	10.9446	13.6935	8.2526	-0.0047	0.018	-0.0034
Si	13.6812	10.9642	8.2289	-0.0128	-0.0324	-0.0068
Si	10.9023	19.1659	8.2404	0.0085	-0.0183	0.0063
Si	13.6633	16.4246	8.256	0.0276	0.0023	-0.0024
Si	10.8921	24.6516	8.2295	0.0323	-0.0511	-0.0102
Si	13.6489	21.8905	8.24	-0.0275	0.0044	-0.0114
Si	10.9302	30.0851	8.2591	-0.0082	-0.015	0.0245
Si	13.6447	27.3718	8.2401	0.0207	-0.0113	-0.0083
Si	1.3716	4.1158	9.6169	-0.0142	-0.0102	0.004
Si	4.1019	1.375	9.6162	-0.0024	0.0143	0.0082
Si	1.3725	9.5763	9.5824	-0.0005	-0.0007	-0.0084
Si	4.0989	6.8404	9.6026	-0.0016	0.0061	0.0047
Si	1.3759	15.0538	9.6083	-0.0179	0.011	-0.0038
Si	4.1084	12.3071	9.5952	0.0121	-0.0161	-0.0095
Si	1.3739	20.5254	9.6106	0.0119	0.0023	0.0037
Si	4.1016	17.7971	9.593	-0.0271	0.0176	-0.0105
Si	1.3898	26.0041	9.6073	-0.0257	-0.0039	0.0117
Si	4.1204	23.269	9.6073	0.0069	-0.0136	0.0001
Si	1.3779	31.4571	9.6117	-0.0192	0.0051	0.0134
Si	4.1326	28.7278	9.6049	-0.0185	-0.0171	0.0014
Si	6.8292	4.1063	9.5947	-0.0187	0.0184	0.0057
Si	9.577	1.3689	9.5909	0.0157	-0.0024	0.0014
Si	6.8309	9.5722	9.5998	0.0099	-0.001	0.001
Si	9.5704	6.8443	9.5905	-0.0129	-0.0031	0.0044
Si	6.8305	15.0506	9.5966	-0.0047	0.0111	-0.0073
Si	9.576	12.3206	9.6122	0.0043	-0.0134	0.0001
Si	6.8276	20.5413	9.5947	-0.0278	0.0148	-0.0051
Si	9.5538	17.7867	9.6036	0.0071	0.0046	0.0039
Si	6.8428	25.995	9.6106	0.0097	-0.0027	0.0002
Si	9.5455	23.2672	9.5947	-0.0019	0.0222	-0.0066
Si	6.8536	31.4424	9.6076	0.0226	-0.0312	0.0022
Si	9.5659	28.7177	9.6218	0.0069	0.0061	0.0001
Si	12.3102	4.1113	9.5791	-0.0052	0.0008	-0.0039
Si	15.0401	1.3821	9.6131	-0.0163	0.0091	0.0016
Si	12.3179	9.592	9.6005	-0.0159	-0.0021	0.01
Si	15.047	6.8517	9.5816	-0.0131	0.0062	-0.0073
Si	12.3067	15.0544	9.6183	-0.0006	-0.011	0.0079
Si	15.0521	12.3192	9.5966	-0.0042	-0.0001	-0.006
Si	12.2836	20.5245	9.6024	0.0048	-0.0012	0.0094
Si	15.0317	17.7872	9.6187	-0.0183	0.026	0.0078
Si	12.2823	25.9968	9.6032	-0.0123	0.015	-0.0038
Si	15.0316	23.2532	9.6033	0.0473	-0.0244	0.011
Si	12.3057	31.4537	9.6147	-0.0069	-0.0007	-0.0053
Si	15.035	28.727	9.6026	-0.0099	0.008	0.0029
Si	0.0023	0.0089	10.9814	0.0122	-0.0057	0.0008
Si	2.7324	2.7381	10.9818	0.0123	0.0019	0.0022
Si	16.3971	5.4809	10.969	0.0094	-0.0013	0.0047
Si	2.7292	8.2078	10.9621	0.008	0.0009	0.0012
Si	0.0093	10.9397	10.9564	-0.011	-0.0066	-0.0005
Si	2.7452	13.6774	10.9622	0.0131	0.0157	0.0004
Si	0.0046	16.4167	10.9694	-0.0117	-0.0308	-0.0018
Si	2.7422	19.1576	10.968	-0.006	-0.0104	0.0021
Si	0.0026	21.8936	10.9679	-0.0326	-0.0066	0.0105
Si	2.748	24.631	10.9732	-0.0183	-0.0026	-0.0019
Si	0.0073	27.3607	10.9697	0.0125	-0.0001	0.0097
Si	2.7488	30.0838	10.9732	0.0106	0.0085	0.0007
Si	5.4746	32.8046	10.9739	-0.0026	0.0051	0.0004
Si	8.2006	2.7311	10.959	0.0006	-0.0097	-0.0022
Si	5.4634	5.4667	10.9678	0.0183	0.002	-0.0026
Si	8.2	8.2007	10.9618	0.0088	0.0002	-0.0031
Si	5.4661	10.9377	10.9669	-0.009	0.0038	0.002
Si	8.1999	13.6863	10.9667	0.0051	0.0001	-0.0024
Si	5.4693	16.4248	10.9585	0.0196	-0.0045	0.0022
Si	8.1947	19.1659	10.9611	0.0178	-0.0141	0.0001
Si	5.4758	21.8999	10.9764	0.0072	-0.0071	0.0015
Si	8.2021	24.6291	10.9812	-0.0035	-0.0155	-0.0007
Si	5.4793	27.357	10.9838	-0.0128	-0.0003	-0.0055
Si	8.2054	30.0819	10.9926	-0.0036	0.0102	0.0058
Si	10.9345	0.0093	10.9808	0.0023	0.0058	0.0031
Si	13.6651	2.747	10.9708	0.0151	0.011	0.0072
Si	10.9366	5.4673	10.9541	-0.0012	0.0044	0.0041
Si	13.6779	8.2077	10.9577	-0.0004	0.0039	0.0045
Si	10.9432	10.9451	10.9679	0.0123	0.0025	0.0016
Si	13.6809	13.6795	10.9652	-0.0053	0.0063	-0.0049
Si	10.9311	16.425	10.9687	0.011	0.0121	-0.0016
Si	13.6607	19.1625	10.9666	0.0102	0.002	0.0061
Si	10.9226	21.9005	10.9608	0.0196	-0.008	0.0009
Si	13.6639	24.6268	10.9621	0.0023	-0.0141	0.0006
Si	10.9332	27.3555	10.9889	0.009	0.0017	0.0031
Si	13.6729	30.0856	10.9827	0.0155	0.0076	0.0024
Si	1.3699	1.3688	12.3523	-0.0184	0.012	0.0023
Si	4.1038	4.0988	12.3438	-0.0065	-0.0108	0.0049
Si	1.3667	6.84	12.3352	-0.0105	0.0068	-0.0007
Si	4.0979	9.5685	12.3312	0.0008	0.0025	0.0014
Si	1.377	12.3048	12.3236	-0.0037	0.0003	-0.0093
Si	4.1118	15.0475	12.3247	-0.0036	-0.0002	-0.0077
Si	1.3766	17.7851	12.3245	0.0037	0.0081	-0.0004
Si	4.1092	20.5251	12.3313	-0.0041	0.0078	0.0021
Si	1.374	23.2607	12.3302	0.0027	-0.003	0.0054
Si	4.11	25.9914	12.3482	0.0074	0.006	0.0012
Si	1.3782	28.7179	12.3452	-0.0159	0.0039	-0.0001
Si	4.1094	31.4423	12.3534	-0.013	-0.0036	-0.0036
Si	6.8412	1.3642	12.3429	-0.0012	-0.0005	-0.0065
Si	9.5716	4.0948	12.3281	-0.0015	0.0012	-0.0065
Si	6.8358	6.8286	12.3296	-0.0108	-0.0006	0.006
Si	9.5751	9.5649	12.3214	-0.009	0.0018	0.0023
Si	6.837	12.3074	12.3261	0.0045	-0.0039	-0.0047
Si	9.5699	15.0517	12.3309	-0.008	0.0012	-0.0014
Si	6.8382	17.7897	12.328	-0.013	0.0144	-0.0061
Si	9.5692	20.5249	12.3313	-0.0089	-0.0023	-0.0057
Si	6.842	23.2595	12.346	0.0022	0.0053	0.0028
Si	9.5725	25.9849	12.3542	0.0135	-0.0023	-0.0006
Si	6.839	28.7168	12.3621	0.01	0.0029	-0.0008
Si	9.5734	31.4458	12.3587	0.0026	-0.0062	-0.0017
Si	12.3048	1.3735	12.347	-0.0125	-0.0055	-0.0024
Si	15.0352	4.1077	12.3405	-0.0161	0.0051	0.0017
Si	12.3093	6.8312	12.3217	0.0007	-0.0022	-0.0025
Si	15.0465	9.5708	12.3248	0.0027	0.0033	-0.002
Si	12.3146	12.3093	12.3259	-0.0052	-0.0029	0.0055
Si	15.0464	15.0445	12.3279	0.002	0.0103	0.0063
Si	12.3023	17.7906	12.33	-0.0071	-0.0033	0.0034
Si	15.0363	20.5259	12.3265	0.0018	-0.0052	0.009
Si	12.3024	23.2561	12.3307	-0.0079	0.0033	-0.002
Si	15.0432	25.9845	12.3338	0.001	0.0017	-0.0033
Si	12.3097	28.7143	12.3538	-0.0079	-0.0038	0.0006
Si	15.0435	31.4435	12.354	-0.0118	-0.0034	0.0038
Si	16.3992	2.7356	13.712	0.0136	-0.0112	-0.0039
Si	2.7345	32.8014	13.7226	0.0139	0.0035	0.0006
Si	0.0012	8.2052	13.7026	-0.0042	0.0033	0.004
Si	2.7283	5.4643	13.7017	0.0144	0.0022	-0.0034
Si	0.0104	13.6728	13.6862	-0.002	-0.0021	-0.0023
Si	2.7326	10.9353	13.6987	0.0029	0.0093	0.002
Si	0.0093	19.1577	13.6785	-0.0115	-0.0104	-0.0012
Si	2.7434	16.4151	13.6848	-0.0021	-0.0105	0.0012
Si	0.0092	24.6189	13.7072	-0.0062	-0.0049	0.0122
Si	2.7411	21.8918	13.6917	-0.0034	-0.0122	-0.0007
Si	0.0094	30.0738	13.7233	0.0108	0.0089	0.0042
Si	2.7381	27.3471	13.7208	-0.0011	-0.0085	0.0042
Si	5.4669	2.7245	13.7109	0.0162	-0.0008	0.0013
Si	8.198	32.8037	13.7284	0.005	0.0003	0.0019
Si	5.4624	8.1919	13.6913	0.0094	0.0063	-0.0049
Si	8.199	5.4552	13.6966	0.0064	0.0033	-0.0008
Si	5.4739	13.6766	13.6935	0.0074	0.0021	0.0016
Si	8.2056	10.9313	13.6808	0.0101	0.004	-0.0092
Si	5.4747	19.1559	13.6947	0.0039	-0.0109	0.0002
Si	8.209	16.4232	13.6965	0.0092	-0.006	0.0005
Si	5.4745	24.6214	13.7116	-0.0052	-0.0099	-0.0023
Si	8.2105	21.8892	13.7048	0.0055	-0.0049	0.001
Si	5.4657	30.074	13.7345	0.0008	-0.0008	0.0083
Si	8.2042	27.3447	13.7245	-0.0023	0.0027	-0.0057
Si	10.9289	2.7308	13.7154	0.003	0.0068	-0.0017
Si	13.671	0.0023	13.7191	0.0071	0.0021	-0.0039
Si	10.9397	8.1934	13.6877	-0.0046	0.0048	0.0008
Si	13.664	5.4674	13.7087	0.0026	0.0032	0.0087
Si	10.9442	13.677	13.6826	0.0074	0.0026	-0.0034
Si	13.6787	10.9365	13.6874	-0.006	0.0008	-0.0013
Si	10.9431	19.1601	13.6977	0.0158	-0.01	0.0052
Si	13.6802	16.4198	13.6798	-0.0054	-0.0136	-0.0014
Si	10.9473	24.6163	13.7115	-0.0018	-0.0067	0.0003
Si	13.6748	21.8908	13.6978	0.0101	0	0.0093
Si	10.938	30.0726	13.7251	0.0057	0.0149	-0.0048
Si	13.6813	27.3414	13.7156	0.0028	0.0047	0.0005
Si	1.3661	4.0992	15.0771	-0.02	-0.0021	0.0057
Si	4.1031	1.3597	15.0897	-0.0174	-0.0018	-0.0091
Si	1.3668	9.5694	15.0735	0.0031	0.007	0.006
Si	4.0952	6.8283	15.0648	-0.0095	-0.0046	0.0024
Si	1.3766	15.0454	15.0435	0.0067	-0.0082	-0.0035
Si	4.1027	12.3061	15.0564	0.0023	0.0009	-0.0036
Si	1.3746	20.5194	15.0456	0.0037	0.0047	0.0029
Si	4.1069	17.7833	15.0506	0.0038	-0.0022	-0.0004
Si	1.3807	25.9701	15.0908	-0.0044	0.0192	0.0029
Si	4.1065	23.2493	15.0653	0.0121	0.0113	-0.0008
Si	1.373	31.4343	15.1019	-0.0068	-0.0071	-0.0024
Si	4.0996	28.7021	15.1057	-0.005	0.0003	-0.0016
Si	6.8317	4.0926	15.0754	-0.0086	-0.0203	-0.0039
Si	9.564	1.3656	15.0971	0.004	-0.0112	-0.0053
Si	6.839	9.5589	15.0413	-0.0074	0.0104	-0.0061
Si	9.5741	6.82	15.0544	-0.0081	-0.0008	-0.0006
Si	6.8462	15.0445	15.056	-0.0014	0.0033	-0.0055
Si	9.5808	12.2962	15.0365	-0.0261	-0.0093	-0.0023
Si	6.8414	20.5202	15.0631	0.0084	-0.0081	-0.0007
Si	9.5848	17.7866	15.0634	-0.014	0.0024	-0.0005
Si	6.8396	25.9749	15.0886	0.0072	0.0095	0.0046
Si	9.5849	23.2451	15.0741	0.0094	0.0073	-0.0046
Si	6.8326	31.4362	15.1076	0.0059	0.0096	-0.0079
Si	9.5741	28.7001	15.0949	-0.0011	0.0011	-0.0036
Si	12.3011	4.0933	15.0824	-0.0256	-0.0113	-0.0037
Si	15.0421	1.3643	15.0874	-0.01	0.0123	-0.0039
Si	12.3105	9.5642	15.0464	0.0148	0.0056	0.0014
Si	15.0355	6.8378	15.0698	0.0108	0.0077	0.0015
Si	12.3215	15.0434	15.0359	-0.0149	0.0145	0.0029
Si	15.0486	12.3022	15.0496	0.0022	0.0054	-0.0017
Si	12.3181	20.5191	15.0682	-0.0254	-0.0081	0.0017
Si	15.0513	17.7881	15.037	0.0139	0.0092	0.0073
Si	12.3227	25.9672	15.0862	-0.0056	0.0009	-0.0027
Si	15.0497	23.244	15.0735	-0.0176	-0.0085	0.0003
Si	12.3094	31.4332	15.0903	-0.0092	-0.0053	-0.0039
Si	15.0548	28.6936	15.0918	-0.016	-0.0027	-0.0035

Results
total energy: -236500.037 eV
total energy less fixed offsets of O -438.35, Si -107.03 eV per atom: 7.663 eV
